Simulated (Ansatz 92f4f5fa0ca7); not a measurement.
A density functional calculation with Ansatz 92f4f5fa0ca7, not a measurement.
Periodic cell of 234 atoms, Si146O88, from a study of silicon, its oxide and their interface. The atomic structure is a simulated model.

Settings
functional: PBE
potential files: Ansatz PAW
basis: plane waves
wave-function cutoff: 700 eV
density cutoff ratio: 5
exchange-correlation grid ratio: 1
k mesh: 2 x 2 x 1, shifted by 0.5 0.5 0.5 of a step
self-consistency stop: 5e-08 eV per atom in the density residual
occupations: fixed
spin: none
net charge: 0

Cell vectors (angstrom)
a 11.6015 0 0
b 0 10.938 0
c 0 0 32.702

Atoms: element, x, y, z (angstrom)
Si 0.034 -0.177 23.7975
Si 3.8815 -0.0322 24.0601
Si 7.6235 -0.1598 23.9349
Si 1.8932 1.3 23.897
Si 5.7849 1.3094 24.0815
Si 9.634 1.1246 23.8585
Si 0.4339 5.5906 23.7953
Si 4.1824 5.3116 23.9866
Si 7.721 5.1686 24.402
Si 2.4244 6.7932 23.9503
Si 6.0317 6.7673 24.1638
Si 9.6888 7.3779 23.8155
Si 1.9253 2.7234 25.855
Si 5.8062 2.6209 26.0433
Si 9.7474 2.6514 25.7997
Si 0.0226 4.19 25.7805
Si 3.9216 4.0194 25.9489
Si 7.7592 3.875 26.2607
Si 2.0166 8.1179 25.9095
Si 5.8166 8.1788 26.0438
Si 9.6871 8.3587 25.9411
Si 0.1056 9.5489 25.8589
Si 3.8756 9.5413 25.997
Si 7.7022 9.6118 25.9931
Si 0.0655 -0.0231 27.8265
Si 3.8539 -0.0052 27.8962
Si 7.7754 0.0331 27.8965
Si 1.948 1.3916 27.8436
Si 5.7978 1.2936 27.9457
Si 9.7483 1.3639 27.8158
Si 0.0023 5.4388 27.8204
Si 3.8683 5.4353 27.8605
Si 7.7824 5.4916 27.9452
Si 1.9414 6.7975 27.8662
Si 5.8041 6.7843 27.9192
Si 9.7052 6.8667 27.8191
Si 1.9336 2.7345 29.8027
Si 5.8008 2.7345 29.8027
Si 9.6679 2.7345 29.8027
Si 0 4.1018 29.8027
Si 3.8672 4.1018 29.8027
Si 7.7343 4.1018 29.8027
Si 1.9336 8.2035 29.8027
Si 5.8008 8.2035 29.8027
Si 9.6679 8.2035 29.8027
Si 0 9.5708 29.8027
Si 3.8672 9.5708 29.8027
Si 7.7343 9.5708 29.8027
Si 0 0 31.7363
Si 3.8672 0 31.7363
Si 7.7343 0 31.7363
Si 1.9336 1.3673 31.7363
Si 5.8008 1.3673 31.7363
Si 9.6679 1.3673 31.7363
Si 0 5.469 31.7363
Si 3.8672 5.469 31.7363
Si 7.7343 5.469 31.7363
Si 1.9336 6.8362 31.7363
Si 5.8008 6.8362 31.7363
Si 9.6679 6.8362 31.7363
Si 1.9336 2.7345 0.9679
Si 5.8008 2.7345 0.9679
Si 9.6679 2.7345 0.9679
Si 0 4.1018 0.9679
Si 3.8672 4.1018 0.9679
Si 7.7343 4.1018 0.9679
Si 1.9336 8.2035 0.9679
Si 5.8008 8.2035 0.9679
Si 9.6679 8.2035 0.9679
Si 0 9.5708 0.9679
Si 3.8672 9.5708 0.9679
Si 7.7343 9.5708 0.9679
Si 0.0119 0.0251 2.8772
Si 3.7803 0.0879 2.8832
Si 7.7498 -0.0211 2.955
Si 1.8377 1.5178 3.0047
Si 5.7661 1.3389 2.9183
Si 9.6671 1.3476 2.8923
Si -0.0596 5.4975 2.8418
Si 3.8652 5.4574 2.9198
Si 7.744 5.4805 2.9026
Si 1.9297 6.7846 2.8853
Si 5.8008 6.8416 2.8956
Si 9.6549 6.8586 2.8352
Si 1.6113 3.0746 4.9281
Si 5.6874 2.7946 4.7812
Si 9.605 2.6322 4.8617
Si -0.3841 4.3961 4.8855
Si 3.7207 4.1465 4.9079
Si 7.6664 3.9875 4.7529
Si 2.0156 8.1229 4.8159
Si 5.8343 8.3681 4.7075
Si 9.8223 8.1053 4.8154
Si 0.129 9.5052 4.7371
Si 3.8334 9.6082 4.7405
Si 7.8725 9.5125 4.8991
Si 0.3518 -0.0927 6.6332
Si 3.9682 0.4042 7.5038
Si 8.0012 -0.3463 7.021
Si 1.4835 1.9284 6.9724
Si 6.1692 1.0828 7.5331
Si 9.8596 1.0849 6.7506
Si -0.7554 6.9713 8.2994
Si 3.9505 5.5413 6.8107
Si 7.8095 5.557 6.4591
Si 2.2333 7.1744 7.0203
Si 5.8691 6.9077 6.4714
Si 10.0467 6.1776 6.2173
O 3.0939 1.8008 7.4245
O 2.8755 8.2 8.1496
O 5.7242 6.3518 9.7525
O 12.3857 6.8437 7.7223
O 6.0633 13.0539 6.2441
O 10.1398 8.4648 8.5089
O 3.3798 10.5939 8.8316
O 10.0642 1.9008 8.2058
O 7.7235 5.507 8.1713
O 6.0397 3.7302 9.7932
O 0.8553 9.9622 7.9772
O -0.3808 4.0032 9.1096
O 2.6959 7.7271 22.5946
O 1.8868 2.2863 22.541
O 5.662 2.176 22.6721
O 4.2109 9.9386 22.7323
O 6.2808 7.8091 22.8837
O 13.9173 9.7275 20.9315
O 4.1063 4.3503 22.604
O 11.207 6.975 23.3405
O 0.2885 4.466 22.6087
O 7.7411 3.9589 23.273
O 0.0951 9.8065 22.404
O 9.1865 -5.0823 24.1708
Si 2.1717 9.5065 8.8469
Si 10.6057 12.348 16.7702
Si 1.369 3.024 16.4047
Si 6.7812 6.8317 8.6068
Si 3.4562 8.885 21.7393
Si 5.6948 9.0123 19.8078
Si 12.3169 9.4487 20.9141
Si 2.3999 8.5083 14.4735
Si 11.5175 2.4349 8.7774
Si 5.0968 3.3745 21.7384
Si 8.484 2.6442 15.0907
Si 7.3436 4.4549 17.546
Si 8.7105 9.2244 8.8408
Si 1.8767 10.0288 11.8408
Si 6.9006 7.5093 17.1961
Si 8.4088 11.4679 11.1124
Si 9.735 1.7951 21.6004
Si 1.647 10.9915 16.4217
Si 4.0394 12.3684 11.7893
Si -1.3729 10.9607 19.3428
Si 4.1771 11.0401 17.9171
Si 9.2465 5.7163 19.7289
Si 7.3919 8.9366 22.4061
Si 11.3807 12.2788 11.7361
Si 2.6877 4.31 11.7308
Si 10.7354 3.9078 13.1586
Si 0.2584 6.7985 19.2455
Si 13.7455 4.4491 18.9905
Si 0.8958 3.2715 21.6825
Si 5.2557 9.4029 15.371
Si 4.7466 3.0788 18.8099
Si 6.2293 2.119 9.6507
Si 13.1948 5.3893 14.385
Si 4.9394 4.9227 9.6742
Si 9.5327 8.1663 18.249
Si 11.3656 4.931 10.4451
Si 7.8283 4.0941 21.6599
Si 6.4759 0.7179 13.5133
O 4.8052 10.4288 16.5476
O 10.8724 5.5676 19.7125
O 9.4105 3.5043 14.0293
O 10.9414 6.3954 9.8505
O 11.8889 1.7009 10.2108
O 3.6361 -0.4536 6.1403
O 6.2237 3.5347 18.2952
O 11.6487 15.9823 13.9278
O 6.695 5.8923 17.1177
O 8.5767 4.7509 18.5935
O -5.2943 4.3228 21.156
O 7.6224 8.0657 9.2461
O 4.5446 2.6614 20.3872
O 8.8001 10.2085 10.1468
O 6.17 8.1925 15.9339
O 8.8719 8.1781 22.6181
O 2.0717 12.5347 15.9242
O 4.9837 10.3639 19.1785
O 13.4094 9.7125 15.4193
O 8.5182 2.7555 21.0748
O 7.9098 3.6746 16.2274
O 13.4386 6.9758 14.7973
O 9.2827 1.4014 15.8239
O 4.1336 4.7292 8.2569
O 4.5079 8.2567 20.6572
O 8.9263 7.3018 19.5086
O 10.3513 4.5504 11.6841
O 7.2666 12.8395 14.3099
O 4.3659 1.725 17.9777
O 6.2514 8.0807 18.5925
O 13.3744 3.9322 20.4901
O 9.4485 9.7484 18.585
O 5.0893 1.45 13.0367
O 1.627 6.0101 18.79
O 0.114 10.4382 19.7644
O 11.6336 2.5545 12.8237
O 3.9191 4.9657 10.918
O 1.9853 8.829 12.9308
O 9.4762 0.4211 20.7335
O 0.0186 0.1271 16.6109
O 12.1719 10.9411 12.2043
O 3.7467 4.3795 18.6449
O 8.5031 7.8699 17.0235
O -0.5222 18.5531 18.0205
O 2.6452 5.0031 13.2006
O 12.907 4.7243 10.9614
O 9.7803 12.0211 11.7688
O 8.7001 5.3826 21.2158
O 2.5554 10.7228 17.7782
O 10.2095 1.336 18.3596
O 2.9898 2.6955 11.8365
O 3.1943 10.9829 11.8629
O 4.0178 8.627 14.6369
O 1.7168 9.2875 10.3911
O 0.4768 18.8185 20.4587
O 6.9358 9.3294 20.862
O 6.1232 10.3198 14.3597
O 11.3542 2.7815 16.2715
O 13.1102 3.3341 17.9935
O 1.9026 4.3462 15.6175
O 7.3836 0.1034 12.2981
O 7.6795 1.7459 10.3091
O 4.9489 1.4367 10.4303
O 11.2024 2.4146 21.1604

Results
free energy: -142875.029 eV
free energy less fixed offsets of O -569.03, Si -635.61 eV per atom: -1.329 eV

Forces (eV/angstrom), in the order of the atoms: element, x, y, z
Si -0.0053 -0.0626 -0.0591
Si 0.0404 -0.0751 -0.0444
Si -0.0295 -0.002 0.0143
Si 0.0305 0.0836 -0.0288
Si 0.0544 0.0385 -0.0726
Si 0.0093 0.0343 0.0427
Si 0.0343 0.0891 -0.0524
Si 0.0192 -0.0401 0.0074
Si -0.0179 -0.018 -0.0203
Si -0.0891 -0.0029 -0.0245
Si 0.0276 -0.0131 -0.0107
Si 0.0119 -0.0524 -0.0384
Si -0.0886 -0.0922 0.0023
Si 0.0135 -0.0242 -0.0075
Si 0.0683 -0.0502 -0.0381
Si -0.0076 0.0139 0.023
Si 0.0538 0.1036 -0.0121
Si -0.0492 0.0759 -0.0167
Si -0.0033 -0.0585 0.0065
Si 0.0462 -0.1007 -0.0289
Si -0.0223 -0.028 0.0281
Si 0.0463 0.0494 0.0249
Si -0.0187 0.0894 -0.0269
Si -0.0017 0.0274 -0.0067
Si -0.0084 -0.0617 0.0172
Si 0.0004 -0.0591 -0.0002
Si -0.0153 -0.0329 0.0216
Si -0.0425 0.068 -0.0077
Si -0.0046 0.0273 0.0072
Si 0.0211 0.0441 0.0247
Si -0.021 -0.0452 0.0184
Si 0.0023 -0.041 -0.0022
Si 0.0127 -0.0589 -0.0027
Si 0.0001 0.0583 0.0113
Si -0.0131 0.0415 0.0063
Si 0.0273 0.051 -0.0081
Si 0.0271 0.0506 -0.0617
Si -0.0728 0.041 0.1215
Si 0.1445 -0.0896 -0.287
Si -0.058 0.0538 -0.1508
Si -0.0074 -0.1106 0.0699
Si 0.0925 0.0088 0.4569
Si 0.0047 -0.1383 -0.05
Si -0.0175 -0.0534 0.1039
Si 0.0387 -0.0684 -0.1747
Si 0.0799 0.0109 -0.1992
Si -0.1268 -0.1018 0.1229
Si 0.1423 -0.0245 0.0033
Si 0.0205 0.0065 -0.0311
Si -0.0005 -0.0512 -0.0121
Si -0.046 0.0228 0.0587
Si -0.0105 -0.1018 0.026
Si 0.0555 0.0452 0.0285
Si -0.0166 -0.0479 -0.0383
Si -0.0112 0.025 -0.0249
Si 0.0087 0.0508 -0.0065
Si 0.0224 -0.1128 0.1026
Si -0.0217 -0.0293 -0.001
Si -0.0393 0.0893 0.0023
Si 0.0391 0.0056 -0.0695
Si -0.1139 0.1791 0.1784
Si 0.0364 -0.1104 0.1708
Si 0.0173 0.012 0.031
Si 0.0034 -0.1194 -0.2708
Si 0.0573 -0.052 0.1028
Si -0.0286 0.095 0.0457
Si -0.0023 -0.0637 0.0589
Si 0.0437 -0.0399 -0.033
Si -0.1402 0.3202 -0.4374
Si 0.0932 0.0363 -0.0874
Si -0.2504 0.2085 0.1443
Si 0.0156 0.0537 0.2133
Si 0.0035 -0.0708 0.0269
Si -0.0517 -0.0323 -0.0547
Si -0.0136 -0.0123 -0.0377
Si 0.0163 0.0035 -0.0146
Si 0.055 0.0567 -0.0254
Si -0.0029 0.0412 -0.0282
Si -0.0491 -0.0361 -0.0045
Si 0.0244 -0.0374 -0.0033
Si 0.0328 -0.0682 0.024
Si 0.0053 0.0553 -0.006
Si -0.0626 0.0476 -0.0083
Si 0.0169 0.0445 0.0099
Si -0.0052 -0.0629 -0.0324
Si -0.0031 -0.0207 0.045
Si 0.0411 -0.0331 0.0373
Si -0.1154 0.0398 0.0061
Si 0.1196 0.018 0.0013
Si 0.0899 0.0386 0.0068
Si -0.0314 -0.0291 0.0051
Si -0.0769 -0.0501 0.0099
Si 0.0009 -0.0359 0.0088
Si 0.0047 0.069 -0.0037
Si -0.0143 0.0609 0.075
Si 0.053 0.0041 0.0092
Si -0.0346 0.0017 0.0016
Si 0.0589 -0.0185 0.0066
Si -0.0066 0.012 0.001
Si 0.1309 -0.0204 0.0603
Si -0.0299 -0.024 -0.0178
Si -0.0169 -0.0423 0.0155
Si 0.0288 -0.0306 -0.0414
Si -0.0068 0.0711 -0.0092
Si 0.0143 0.0324 -0.0038
Si 0.0162 -0.0681 0.0521
Si -0.0271 -0.0331 0.0307
Si -0.0347 -0.0212 0.0157
O -0.1463 0.1501 -0.0245
O -0.0307 0.0019 -0.0115
O 0.0076 -0.0226 -0.0199
O 0.0241 0.0715 0.0485
O -0.0379 -0.0284 0.019
O -0.0077 -0.0095 0.0016
O -0.0488 -0.0313 -0.013
O 0.028 0.0017 -0.0339
O -0.0072 0.0087 0.0057
O -0.0203 -0.0074 0.0048
O 0.0279 -0.0063 -0.0056
O 0.0135 -0.0216 0.0173
O 0.027 0.0134 0.0005
O -0.0221 -0.002 0.0252
O -0.0088 0.023 0.0117
O -0.0739 -0.0271 -0.0071
O 0.0052 0.019 0.0033
O -0.0094 -0.0286 0.0183
O 0.0135 -0.002 0.0158
O -0.0169 -0.0759 -0.0008
O 0.0116 -0.0039 0.0078
O 0.0019 0.0154 -0.0319
O 0.012 0.0027 -0.0019
O -0.0309 0.11 -0.0353
Si 0.0192 -0.0005 0.0147
Si -0.0061 -0.0016 -0.0011
Si -0.0047 0.0018 0.004
Si -0.0129 0.0083 -0.02
Si -0.0032 0.0068 -0.0011
Si -0.002 -0.0012 -0.006
Si 0.0019 -0.0023 -0.0014
Si 0.0042 0.0004 -0.007
Si 0.0061 0.01 0.022
Si 0.0076 -0.0023 -0.0125
Si -0.0027 0.0008 -0.0012
Si 0.002 -0.0031 -0.0045
Si -0.0145 -0.0081 0.0073
Si 0.0029 -0.0054 0.0015
Si -0.0001 -0.002 -0.0075
Si -0.0026 0.0013 0.0027
Si 0.0032 0.0309 -0.012
Si -0.003 -0.0048 0.0077
Si 0.0017 0.0008 -0.0009
Si -0.0034 0.0042 -0.002
Si -0.0034 0.0018 -0.0036
Si -0.0008 -0.0069 0.0062
Si 0.0097 -0.0231 0.0044
Si 0.0024 -0.0005 0.0053
Si 0.0066 0.0029 -0.0016
Si -0.0037 0.0031 0.0021
Si 0.0017 -0.0014 -0.0016
Si 0.0009 0.004 -0.0054
Si -0.0172 0.0001 -0.0143
Si 0.0019 -0.003 -0.0074
Si 0.0014 0.0003 -0.0059
Si -0.0014 0.0008 0.0022
Si -0.0001 -0.0019 -0.006
Si 0.0002 0.0061 -0.0131
Si -0.0018 -0.0006 -0.0044
Si -0.0006 0.0042 0.0016
Si 0.0058 -0.0036 0.0116
Si -0.0016 0.0002 0.0016
O -0.0032 -0.0082 0.0098
O -0.0136 0.0282 -0.0125
O 0.0086 -0.0095 0.0004
O 0.0062 0.0018 -0.0123
O -0.0223 0.0071 0.0047
O 0.0266 -0.0111 -0.0205
O -0.0013 0.0142 -0.013
O 0.0139 -0.0195 -0.0135
O 0.0198 0.0022 0.012
O -0.008 0.014 0.0046
O -0.0014 -0.0159 0.0306
O 0.0409 0.0094 0.0018
O 0.0022 0.0056 0.0019
O -0.005 0.0131 0.0013
O 0.0006 0.0109 0.0205
O -0.0019 -0.0246 0.0253
O -0.0162 0.0039 0.0118
O 0.0044 -0.0172 -0.0102
O 0.0121 -0.0048 -0.007
O -0.0008 0.0279 0.0017
O 0.0003 -0.0063 0.0025
O 0.0039 -0.0025 0.0028
O -0.0003 0.0168 0.008
O 0.0118 -0.0113 0.0212
O 0 0.031 0.0037
O 0.0233 -0.0057 -0.0199
O 0.0335 -0.0053 0.0007
O 0.0113 -0.0048 -0.004
O 0.0013 -0.0171 0.0071
O -0.001 0.0121 -0.0054
O -0.0069 0.0033 0.0054
O 0.0225 -0.004 0.0084
O -0.0006 -0.0162 -0.019
O -0.0015 -0.019 0.0119
O -0.0179 -0.0113 0.012
O -0.0161 0.0124 -0.0186
O -0.0096 -0.0189 -0.0022
O 0.0083 0.0174 0.0116
O 0.0252 0.0037 -0.014
O 0.0039 0.0268 -0.0011
O 0.013 0.0095 -0.0165
O -0.0044 -0.0093 0.0097
O -0.0147 -0.0036 0.0204
O -0.017 -0.0076 0.034
O -0.0267 -0.0086 -0.0041
O -0.0115 -0.0065 0.0089
O 0.0062 -0.0084 -0.019
O -0.0054 -0.0198 -0.0229
O 0.0072 0.0143 -0.0217
O -0.0016 -0.0209 -0.0008
O 0.0112 -0.0002 0.0004
O -0.0184 0.004 -0.0047
O -0.0098 0.0138 0.0012
O 0.0073 0.0231 -0.0053
O 0.0013 0.0136 -0.0184
O -0.0225 -0.0165 0.0017
O -0.0137 0.0035 0.0042
O 0.0193 -0.0197 0.0003
O 0.0112 0.0069 -0.0046
O -0.0067 -0.0049 -0.007
O 0.0109 0.0241 -0.0099
O 0.0048 -0.0224 0.0061
O 0.0048 0.0159 0.0216
O 0.0094 0.0035 -0.0004

The program warned: the cutoff lies below the one the program advises for these potential files; the forces do not sum to zero within the program's tolerance; the exchange-correlation potential is rough where the density is thin.
